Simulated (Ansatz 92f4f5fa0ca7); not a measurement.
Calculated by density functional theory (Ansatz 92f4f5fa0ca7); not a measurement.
Periodic cell of 234 atoms, Si146O88, from a study of silicon, its oxide and their interface. The atomic structure is a simulated model.
Doubt: the cutoff is low for norm-conserving oxygen, so forces and energies are approximate.
Doubt: the program's own warning below bears on the result.
This geometry differs little from another in the collection (a relaxation step or a small displacement).

Settings: functional HSE06; potential files SPMS norm-conserving; basis plane waves; wave-function cutoff 800 eV; density cutoff ratio 4; exchange-correlation grid ratio 1; k mesh 1 x 1 x 1, Gamma-centred; occupations fixed; spin none; net charge 0.

Cell vectors (angstrom)
a, 11.6015, 0, 0
b, 0, 10.938, 0
c, 0, 0, 32.6811

Atoms: element, x, y, z (angstrom)
Si, 0.0043, 0.1799, 24.0014
Si, 3.8921, 0.4695, 23.4291
Si, 7.8143, -0.2763, 23.9181
Si, 1.8915, 1.5433, 24.0054
Si, 6.047, 1.3373, 23.8563
Si, 9.5654, 1.3266, 24.1308
Si, -0.0063, 5.526, 24.1039
Si, 3.6107, 5.4447, 24.2031
Si, 7.7001, 5.4887, 24.1321
Si, 1.8179, 6.9743, 24.2391
Si, 5.6413, 6.6154, 23.9193
Si, 9.6238, 6.8261, 24.0478
Si, 1.9256, 2.7742, 26.0094
Si, 5.8073, 2.652, 25.9069
Si, 9.624, 2.7141, 26.0345
Si, -0.044, 4.0838, 25.9734
Si, 3.8784, 4.0603, 26.0537
Si, 7.6996, 4.0714, 26.0083
Si, 1.963, 8.4206, 25.9979
Si, 5.705, 8.1731, 25.7816
Si, 9.6968, 8.1919, 25.9603
Si, -0.0326, 9.6452, 25.8958
Si, 3.9031, 9.7524, 25.6246
Si, 7.7046, 9.4388, 25.9063
Si, -0.0236, 0.019, 27.8579
Si, 3.8727, -0.0116, 27.7604
Si, 7.7019, -0.0449, 27.8187
Si, 1.9286, 1.3397, 27.8653
Si, 5.7917, 1.3413, 27.8586
Si, 9.6302, 1.3251, 27.9057
Si, 0.0101, 5.4943, 27.8635
Si, 3.8754, 5.5015, 27.9007
Si, 7.7018, 5.4987, 27.8738
Si, 1.949, 6.8841, 27.836
Si, 5.7711, 6.8794, 27.811
Si, 9.6689, 6.8204, 27.8702
Si, 1.9336, 2.7345, 29.7819
Si, 5.8008, 2.7345, 29.7819
Si, 9.6679, 2.7345, 29.7819
Si, 0, 4.1018, 29.7819
Si, 3.8672, 4.1018, 29.7819
Si, 7.7343, 4.1018, 29.7819
Si, 1.9336, 8.2035, 29.7819
Si, 5.8008, 8.2035, 29.7819
Si, 9.6679, 8.2035, 29.7819
Si, 0, 9.5708, 29.7819
Si, 3.8672, 9.5708, 29.7819
Si, 7.7343, 9.5708, 29.7819
Si, 0, 0, 31.7155
Si, 3.8672, 0, 31.7155
Si, 7.7343, 0, 31.7155
Si, 1.9336, 1.3673, 31.7155
Si, 5.8008, 1.3673, 31.7155
Si, 9.6679, 1.3673, 31.7155
Si, 0, 5.469, 31.7155
Si, 3.8672, 5.469, 31.7155
Si, 7.7343, 5.469, 31.7155
Si, 1.9336, 6.8362, 31.7155
Si, 5.8008, 6.8362, 31.7155
Si, 9.6679, 6.8362, 31.7155
Si, 1.9336, 2.7345, 0.9679
Si, 5.8008, 2.7345, 0.9679
Si, 9.6679, 2.7345, 0.9679
Si, 0, 4.1018, 0.9679
Si, 3.8672, 4.1018, 0.9679
Si, 7.7343, 4.1018, 0.9679
Si, 1.9336, 8.2035, 0.9679
Si, 5.8008, 8.2035, 0.9679
Si, 9.6679, 8.2035, 0.9679
Si, 0, 9.5708, 0.9679
Si, 3.8672, 9.5708, 0.9679
Si, 7.7343, 9.5708, 0.9679
Si, 0.0051, 0.0072, 2.9026
Si, 3.8621, 0.0063, 2.9061
Si, 7.7456, 0.0103, 2.9184
Si, 1.9406, 1.3714, 2.8904
Si, 5.7913, 1.3407, 2.8665
Si, 9.6865, 1.3432, 2.8901
Si, 0.0063, 5.4723, 2.9031
Si, 3.883, 5.4541, 2.9515
Si, 7.7538, 5.4677, 2.8587
Si, 1.9578, 6.8271, 2.8993
Si, 5.8141, 6.8408, 2.8872
Si, 9.6674, 6.8379, 2.8977
Si, 1.9578, 2.707, 4.8355
Si, 5.8117, 2.6939, 4.7754
Si, 9.7337, 2.5907, 4.8846
Si, -0.0141, 4.0543, 4.8037
Si, 3.8894, 4.1092, 4.9478
Si, 7.7951, 3.9359, 4.6468
Si, 1.9366, 8.292, 4.7545
Si, 5.8289, 8.3002, 4.7516
Si, 9.6341, 8.2191, 4.8246
Si, -0.0212, 9.54, 4.8106
Si, 3.887, 9.6514, 4.8978
Si, 7.7613, 9.6976, 4.9374
Si, 0.1128, -0.2608, 6.869
Si, 3.9732, 0.0742, 6.9247
Si, 7.82, 0.1082, 7.0618
Si, 1.9142, 1.2722, 6.753
Si, 5.8465, 1.5349, 6.8344
Si, 9.9357, 1.2948, 6.9734
Si, -0.0622, 5.4864, 6.6901
Si, 3.7838, 5.7398, 6.7725
Si, 7.7386, 5.3168, 6.4588
Si, 1.7825, 6.9167, 6.6148
Si, 5.9305, 6.8266, 6.5585
Si, 9.5323, 6.7916, 6.7143
O, 5.5931, 2.8327, 7.8669
O, 1.6429, 7.6521, 8.0832
O, 6.4753, 7.8032, 7.7765
O, 11.7326, 4.5955, 8.0575
O, 7.7732, 9.9706, 8.3343
O, 9.1281, 7.6828, 8.0694
O, 4.106, 10.0771, 8.2774
O, 10.5068, 2.2774, 8.2029
O, 7.7748, 4.3189, 7.7926
O, 3.4858, 5.4029, 8.392
O, 0.2115, 9.7819, 8.2827
O, 1.5708, 2.3403, 7.9658
O, 1.7095, 7.8006, 22.8091
O, 1.5174, 2.3965, 22.6338
O, 6.6194, 2.3829, 22.7101
O, 3.5824, 8.2872, 21.067
O, 5.6005, 7.2473, 22.3878
O, 7.9744, 9.736, 22.5245
O, 3.0788, 4.4322, 23.0065
O, 9.6231, 7.7022, 22.6548
O, 0.4131, 4.7605, 22.6898
O, 7.9308, 4.6477, 22.7406
O, 4.0875, 10.4561, 19.1881
O, 9.2913, 2.3555, 22.8659
Si, 1.0052, 8.6565, 9.168
Si, 9.281, 10.1108, 15.5667
Si, 5.5666, -8.5879, 18.5745
Si, 6.5242, 3.8757, 8.7065
Si, 2.6517, 5.4388, 19.9937
Si, 1.0223, 3.8581, 15.9111
Si, 2.0001, 7.9807, 21.2336
Si, -0.8769, 8.0472, 11.5791
Si, 11.8807, 3.0861, 8.5997
Si, 1.7367, 3.9363, 22.2383
Si, 4.4493, -4.8447, 9.5008
Si, -0.9008, 3.5398, 17.8966
Si, 9.3112, 2.3818, 12.7957
Si, -4.5117, 8.7708, 16.8746
Si, -1.3366, 2.0431, 15.5708
Si, 3.4547, 4.566, 14.5477
Si, 11.4874, -0.7885, 20.9159
Si, 7.2539, 7.0836, 19.378
Si, -6.9387, -0.3519, 17.6758
Si, 0.0144, -1.6883, 14.1902
Si, -1.0158, 10.9118, 11.9759
Si, 15.4794, 9.2556, 9.6576
Si, 8.8971, 8.7156, 21.6217
Si, 7.741, 8.3602, 8.6077
Si, 4.7721, -3.7405, 20.9957
Si, 18.23, 2.7328, 11.4935
Si, -4.6022, -1.5731, 13.9593
Si, 13.6343, -0.1529, 16.0064
Si, 0.9924, 1.1656, 18.7919
Si, 3.4303, 4.2706, 17.3662
Si, 2.79, 1.7386, 13.5346
Si, 7.9977, 3.1156, 22.2686
Si, 19.3893, 7.3556, 11.639
Si, 5.0522, 0.0463, 12.1115
Si, 3.7709, 11.6811, 20.2075
Si, 11.987, 2.3642, 11.524
Si, 8.0675, 3.995, 19.3358
Si, 5.2297, 5.3636, 12.1853
O, 1.6463, 13.2432, 12.526
O, 5.7376, -0.7828, 13.3311
O, 7.5651, -2.5069, 12.7979
O, 12.2127, 3.2042, 10.1766
O, 8.1695, 10.3915, 14.4145
O, 7.0334, 3.029, 9.9648
O, 1.0957, -1.8045, 20.6122
O, 7.4606, 7.5081, 17.8222
O, 1.8039, -6.1895, 14.7689
O, 3.6937, 0.2717, 21.7716
O, 2.0085, 4.1076, 20.6539
O, 9.4228, 7.0386, 11.6571
O, 0.1884, 2.567, 18.5981
O, 7.5131, 7.9872, 10.1682
O, 6.6936, -2.4531, 15.308
O, 8.1439, 7.8784, 20.4683
O, 7.0426, 13.9632, 18.5037
O, 2.2542, 0.9496, 14.8397
O, 5.3712, 1.1166, 17.5323
O, 1.6655, -4.2826, 20.3769
O, 8.4351, -12.1848, 16.8748
O, 10.1057, 9.5326, 11.3336
O, 7.9634, -7.8689, 12.3156
O, 6.0616, 1.2271, 11.6331
O, 4.0839, 5.7533, 20.7001
O, 15.9846, 7.7195, 9.4326
O, 16.2862, -0.9528, 10.8738
O, 2.3854, 12.3153, 19.6157
O, 3.71, 0.7373, 12.6699
O, 4.0715, 4.8972, 16.0171
O, 9.7333, 2.6723, 16.9376
O, 4.5516, 3.517, 18.1795
O, 1.2581, -1.4007, 15.2266
O, 2.2468, 3.2896, 16.8324
O, -4.1301, 5.4866, 19.4945
O, 10.3, -2.0013, 15.096
O, -1.3744, 0.4514, 15.7849
O, 0.0766, 7.8631, 10.2625
O, 10.014, -1.411, 20.7962
O, 1.2499, 0.4294, 17.3369
O, 5.8444, 16.2223, 9.1726
O, 8.1759, 3.1616, 20.696
O, 0.049, -0.3733, 22.4624
O, 11.6046, 8.1027, 12.9885
O, -0.009, 0.8477, 11.0621
O, 10.7016, 13.9663, 12.2717
O, 9.2736, 2.4646, 14.3937
O, 5.0139, 1.7996, 20.0183
O, 4.1536, 5.7836, 11.0476
O, 9.6049, 4.2345, 18.8435
O, 5.5421, 3.7934, 12.0122
O, -0.2035, 10.6275, 13.3516
O, 0.1551, 13.5747, 15.2777
O, 2.28, 9.2783, 9.9778
O, 3.6276, 3.0238, 14.0703
O, 5.7438, 7.4874, 19.7634
O, 3.496, -0.5997, 16.5709
O, 2.7885, -5.5939, 18.391
O, 5.8198, -1.4392, 17.5149
O, 4.3284, 5.504, 13.5438
O, 6.6513, -4.7392, 11.9996
O, 9.275, 11.7961, 12.2563
O, -0.0311, -6.3665, 16.9477
O, 11.611, 0.3318, 19.7738

Results
free energy: -55954.906 eV
free energy less fixed offsets of O -447.96, Si -113.29 eV per atom: 5.914 eV
gap between the highest filled and lowest empty level on this k mesh: 1.490 eV

The program warned: the cutoff lies below the one the program advises for these potential files; the model core charge is not resolved on the grid; the forces do not sum to zero within the program's tolerance; the exchange-correlation potential is rough where the density is thin.
